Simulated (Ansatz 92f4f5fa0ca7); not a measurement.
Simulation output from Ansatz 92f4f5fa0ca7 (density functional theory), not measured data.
Periodic cell of 322 atoms, Si176O146, from a study of silicon, its oxide and their interface. The atomic structure is a simulated model.
Doubt: the cutoff is low for norm-conserving oxygen, so forces and energies are approximate.

Settings
functional: PBE
potential files: PseudoDojo norm-conserving
basis: plane waves
wave-function cutoff: 850 eV
density cutoff ratio: 4
exchange-correlation grid ratio: 1
k mesh: 1 x 1 x 1, Gamma-centred
self-consistency stop: 5e-08 eV per atom in the density residual
occupations: fixed
spin: none
net charge: 0

Cell vectors (angstrom)
a 15.3871 0 0.0054
b 0 15.3871 0.0168
c -0.6583 -0.9272 22.1303

Atoms: element, x, y, z (angstrom)
Si -2.4035 -1.6447 14.8465
Si -2.7315 3.3939 14.6676
Si -2.6997 6.5622 14.6519
Si -2.6373 -4.0556 14.8881
Si 1.2595 -1.304 14.6088
Si 1.3572 3.1539 14.6912
Si 1.7784 6.2601 14.2579
Si 1.3575 10.93 14.7562
Si 4.9948 -0.3767 14.575
Si 4.9808 2.1064 14.5847
Si 5.1666 7.0173 14.8849
Si 5.1995 10.133 14.8582
Si 8.6611 -0.4839 14.3172
Si 8.9761 2.6462 14.6013
Si 9.0426 7.1295 14.9223
Si 7.1623 10.5778 16.0226
Si -0.5677 -0.9879 16.0533
Si -0.6951 2.975 15.8715
Si -0.7398 6.8266 15.8895
Si -0.6544 10.6223 15.9691
Si 3.1665 -0.9131 15.9208
Si 3.2271 2.8379 16.0261
Si 3.2302 6.6771 16.0642
Si 3.2529 10.573 16.0961
Si 6.9295 -0.8433 15.8262
Si 6.9532 2.8798 15.7855
Si 7.1043 6.7639 16.1164
Si 9.1749 10.2482 14.8285
Si -4.2905 -1.0391 16.0814
Si 10.8258 2.9493 16.0451
Si 10.9398 6.8422 16.1977
Si 10.988 10.6413 16.288
Si -0.0492 1.9644 -4.8635
Si 0.0454 5.7963 -4.8181
Si -0.0319 9.6081 -4.7888
Si 0.0432 -1.9689 -4.7103
Si 3.7739 1.8788 -4.7636
Si 3.9283 5.6842 -4.7204
Si 3.7907 9.5469 -4.7375
Si 3.9275 -1.9031 -4.8119
Si 7.6918 1.9549 -4.8753
Si 7.6709 5.6807 -4.825
Si 7.7874 9.6103 -4.6886
Si 7.7571 -1.852 -4.935
Si 11.5921 1.9028 -4.7701
Si 11.5342 5.7734 -4.6816
Si 11.6723 9.6396 -4.5346
Si 11.5821 -1.9074 -4.5441
Si -1.8936 1.9437 -3.3563
Si -1.8691 5.7064 -3.3761
Si -1.8074 9.5661 -3.2185
Si -1.8427 -1.9048 -3.2723
Si 1.8403 1.8743 -3.4673
Si 1.9612 5.7524 -3.3996
Si 1.8777 9.5818 -3.404
Si 1.9892 -2.011 -3.4452
Si 5.7767 2.0237 -3.5142
Si 5.8195 5.7026 -3.3384
Si 5.799 9.5105 -3.4637
Si 5.8741 -1.8064 -3.5368
Si 9.6048 1.8706 -3.4713
Si 9.569 5.7761 -3.4113
Si 9.6683 9.6854 -3.2936
Si 9.5766 -1.9171 -3.3991
Si -1.8783 0.0586 -1.9332
Si -1.9033 3.8292 -1.8939
Si -1.8494 7.5488 -1.9351
Si -1.8202 11.5463 -1.9227
Si 1.8797 -0.0882 -2.1579
Si 1.9048 3.7756 -2.1108
Si 1.9717 7.7095 -1.9981
Si 1.9535 11.4826 -2.0316
Si 5.8213 0.1665 -2.1847
Si 5.7837 3.7971 -1.9289
Si 5.8097 7.6211 -1.9896
Si 5.9007 11.5471 -2.3679
Si 9.6108 -0.0514 -2.0484
Si 9.5833 3.8143 -2.145
Si 9.6099 7.742 -2.0335
Si 9.6088 11.6103 -1.9251
Si 0.0971 -0.0556 -0.6211
Si 0.1114 3.7719 -0.5763
Si 0.0885 7.588 -0.5599
Si 0.107 11.5288 -0.537
Si 3.8388 0.0924 -0.9118
Si 3.7673 3.7418 -0.6533
Si 3.9017 7.708 -0.5591
Si 4.0462 11.4883 -1.0258
Si 7.6651 0.0737 -0.7438
Si 7.7765 3.8402 -0.611
Si 7.7319 7.7296 -0.6001
Si 7.5781 -3.787 -0.746
Si 11.5152 0.0045 -0.6089
Si 11.4023 3.808 -0.6768
Si 11.5226 7.6226 -0.665
Si -3.7999 -3.8014 -0.6321
Si 0.7191 1.8063 0.6516
Si 0.8494 5.6708 0.6248
Si -0.3361 9.5621 0.6734
Si -0.2126 -1.9383 0.804
Si 3.1463 1.7944 0.606
Si 3.2691 5.6901 0.5783
Si 3.0663 8.6438 4.4436
Si 4.4188 -1.9192 0.0887
Si 8.43 1.8863 0.5603
Si 8.3475 5.8079 0.6438
Si 7.0929 9.6981 0.5842
Si 6.8184 -1.8193 0.3633
Si 10.8248 1.9023 0.6262
Si 10.7723 5.7365 0.5544
Si -3.5255 9.5769 0.5959
Si -3.4048 -1.8958 0.7359
Si -0.8147 2.0393 3.408
Si -0.7396 4.9859 3.1063
Si 0.0932 9.0085 3.5967
Si 1.445 -1.9596 3.612
Si 4.0557 1.3178 2.7307
Si 4.1605 6.1861 3.5083
Si 4.675 9.774 0.4507
Si 3.645 -1.776 2.9863
Si 6.9818 2.2341 3.2611
Si 7.2167 5.3886 3.5888
Si 7.5343 10.3622 2.8442
Si 7.7041 -1.8688 2.4844
Si 11.4484 2.2352 2.8962
Si -3.5216 5.1836 2.5113
Si 10.4515 10.2351 3.2907
Si 10.7096 -1.9954 2.698
Si -0.2263 4.6617 10.7249
Si -3.6654 1.1265 10.2968
Si -2.6838 7.7544 6.985
Si 3.4302 2.3134 5.5183
Si 0.4887 11.1215 5.4706
Si 9.0601 1.5385 9.5998
Si 4.6641 10.8091 3.3803
Si -3.5287 10.4518 5.934
Si -2.3511 5.9564 9.2811
Si -1.8075 6.6754 4.2315
Si 5.0951 -1.6363 11.5739
Si -0.1778 -0.1261 5.5444
Si 3.5265 -1.4551 9.1269
Si 3.1255 5.0793 6.2106
Si -1.7306 -2.7705 9.5532
Si 1.8089 2.3628 10.155
Si 1.5738 6.9971 11.3257
Si 4.6255 2.9704 11.4828
Si 10.7021 -0.1563 7.8683
Si 6.2728 -0.8323 7.833
Si -3.1693 7.5819 11.7112
Si 7.1846 8.3079 7.7239
Si 9.7185 10.1808 8.0379
Si -1.7702 2.4347 12.0995
Si -3.5109 10.1001 10.1924
Si 5.6089 3.7464 6.853
Si 1.9351 9.7379 7.7683
Si 1.2611 -3.5292 9.7677
Si 0.7793 0.9852 12.5775
Si 2.5982 6.9524 8.4587
Si 4.3866 8.6656 7.2078
Si 10.5294 0.0028 4.8983
Si 8.6259 4.9491 12.662
Si 8.0935 -0.9153 11.2806
Si 8.8994 -2.3478 8.8448
Si 8.0337 5.5479 6.41
Si -3.2449 -1.3252 11.9625
Si 10.8558 -3.9286 12.632
Si -1.6981 -2.5362 6.5483
Si 1.8976 0.7581 7.5922
Si 5.6126 5.6659 12.1833
Si 1.9673 9.9238 11.928
Si 6.364 2.081 9.2342
Si 7.409 -0.1613 4.9828
Si 4.9987 10.6631 11.945
Si 6.6415 8.2303 10.8189
Si 10.4713 6.1683 7.9907
Si 9.4197 6.9194 10.8025
O 0.3954 7.0038 14.6925
O 9.9241 -1.2605 14.9503
O 0.1488 1.5769 2.1884
O 0.5183 5.5437 2.2427
O 0.4328 9.5642 2.1145
O 1.4814 8.4154 4.1953
O 0.5652 -1.9217 2.2334
O 5.518 1.9946 2.6412
O 3.8192 5.4469 2.1142
O 5.7179 5.9387 3.8456
O 4.1851 10.3623 1.8986
O 3.4644 -2.0786 1.4076
O 8.0465 1.7419 2.1494
O 7.8127 5.9427 2.1939
O 8.8981 9.7753 3.5327
O 9.2491 -1.3701 2.3181
O -2.3512 1.9047 2.9375
O -1.9894 4.7731 2.0292
O -1.9416 9.6003 1.0233
O -1.8107 -1.9077 1.1729
O -2.3378 -1.115 13.2847
O -2.9042 2.6102 13.2379
O -2.7723 4.9775 14.2495
O -2.711 7.4374 13.2585
O 10.9759 -2.3419 12.4079
O -3.1708 10.9203 13.3864
O 1.5244 9.9308 13.4819
O 1.3216 -2.897 14.2067
O 1.1437 -0.4601 13.204
O 1.54 2.1335 13.429
O -2.3784 -4.2543 9.6546
O 2.2724 6.7464 12.7784
O 1.4053 -4.0957 11.2707
O 4.8794 -1.1311 13.1021
O 4.691 2.5827 13.0455
O 5.8202 2.1714 10.7456
O 7.1171 4.22 6.5639
O 4.9812 5.9945 13.6309
O 5.2316 -4.3709 13.4863
O 5.1672 8.57 14.3455
O 6.5223 -1.1342 11.0465
O 6.1558 9.6647 11.3992
O 9.0287 1.0856 14.1349
O 8.3725 -1.0824 12.8514
O 1.0464 3.7664 10.337
O 9.0972 3.5148 13.2172
O 9.1191 6.0835 13.6931
O 5.0194 -3.2396 11.2863
O -0.4077 3.559 3.7851
O 0.9569 -0.8035 4.6217
O -2.0002 7.2797 8.3858
O 1.2747 -3.3665 4.3806
O 3.2215 2.0036 3.9477
O 4.2479 -0.2659 3.113
O 3.1889 5.6896 4.7065
O 3.8617 7.7683 3.3262
O 3.5508 10.181 4.3494
O 4.6507 -2.9564 3.5365
O 7.2011 1.3942 4.6107
O 7.195 3.7882 3.5401
O 8.1561 5.8569 4.8208
O -1.1064 7.9413 3.4924
O 7.7432 -3.4291 2.8602
O 9.4 0.764 8.2084
O 10.678 1.3942 4.0658
O 1.3416 8.5992 11.236
O 11.2103 3.8354 3.193
O -3.3163 6.3683 3.6313
O 10.5544 -3.5543 3.0929
O -3.9276 9.8481 4.483
O 7.3798 6.8149 7.1581
O 11.219 -1.1657 4.0029
O 10.4504 2.1298 10.1738
O -1.015 3.8459 11.8834
O 4.6442 5.0322 6.7784
O 5.0024 2.6699 5.7849
O 1.4838 10.176 6.2912
O -0.3076 -3.3677 6.5197
O 0.4768 0.312 6.9573
O -3.9212 0.0634 11.4974
O 0.2183 6.1089 11.3077
O 3.5583 9.9415 7.7983
O 8.9904 -0.3695 5.2488
O 6.4735 -0.5502 6.242
O 9.6624 6.8859 9.2042
O 10.8955 9.5794 9.0035
O 8.57 9.1221 7.6255
O -1.9102 6.9582 5.8101
O 10.6137 7.5887 11.6371
O 10.4588 10.6786 6.7015
O -1.1329 4.9017 9.3913
O -3.6835 5.2999 8.6064
O -2.1006 -2.2126 8.0763
O -2.3579 -1.8691 10.7304
O 6.285 0.5863 8.6226
O 8.9807 -3.9425 8.6921
O 2.5467 3.5817 5.9967
O 2.251 5.8034 7.3576
O 5.6902 7.0341 11.3397
O 1.1051 10.59 8.8193
O 1.7298 2.0202 8.5827
O 4.7353 4.5835 11.3804
O 2.5152 -0.411 8.4762
O 9.4772 5.2732 7.0923
O 6.6424 8.303 9.2282
O 8.9246 -2.0052 10.4276
O 10.2026 -1.6836 8.1203
O 8.4792 0.5472 10.7369
O 9.0973 8.6717 14.363
O 7.5095 -1.786 8.2444
O -2.3598 1.9853 10.6643
O -0.6697 1.1753 4.747
O 10.8178 10.7748 11.207
O -0.8017 1.2781 12.6818
O 3.5786 9.9148 11.7378
O 1.4721 4.6697 14.0984
O 3.297 2.533 10.713
O 3.972 -0.9727 10.6121
O 7.0056 -1.0591 3.6965
O 11.2345 0.0675 6.3595
O 5.5077 3.0884 8.3192
O 2.9458 1.0599 6.3979
O 4.1371 7.4531 8.2667
O 9.2619 5.358 11.2372
O 7.9068 2.6023 9.2652
O -2.6376 6.3476 10.8231
O 1.1668 1.1389 11.0169
O 9.5074 -4.2642 13.4652
O 8.1524 7.8267 11.2312
O -0.4675 10.1688 4.5786
O 5.9382 8.9781 6.9081
O -2.7949 -3.4903 5.8299
O -3.5174 0.3181 8.8944
O 2.6133 -2.7822 9.2937
O 3.5952 8.1476 5.8847
O 11.1382 7.3102 7.0402
O 2.4079 6.5278 10.0088
O 1.6087 8.1865 8.088
O 7.0308 4.9612 12.4957
O -2.6039 9.3486 6.7012
O 10.9427 9.4954 1.9417
O 4.8592 -1.5783 8.182
O 6.1361 10.1606 3.6741
O -0.1193 -2.6983 9.7018
O -1.423 -1.1421 5.7716
O -2.6918 8.9415 10.9747

Results
free energy: -86211.426 eV
free energy less fixed offsets of O -452.00, Si -114.88 eV per atom: -0.546 eV

Forces (eV/angstrom), in the order of the atoms: element, x, y, z
Si -0.0578 -0.1862 0.4209
Si 0.126 -0.1041 0.5328
Si 0.0539 0.1515 0.4483
Si 0.2426 0.0978 0.4674
Si 0.0052 0.1189 0.513
Si -0.0786 -0.072 0.5389
Si 0.2521 -0.0129 0.3105
Si -0.0695 -0.0388 0.6194
Si 0.0407 0.0964 0.3847
Si 0.1055 -0.1687 0.5038
Si 0.0327 -0.0093 0.4854
Si 0.0325 0.0642 0.6275
Si -0.4067 0.054 0.3168
Si -0.1152 0.1185 0.563
Si -0.0701 -0.0982 0.5162
Si -0.036 0.013 0.0054
Si -0.0194 0.0608 0.0138
Si -0.0137 -0.0187 0.0288
Si -0.2795 -0.0088 0.3205
Si -0.0398 -0.0344 -0.0835
Si 0.0239 -0.008 0.045
Si 0.03 -0.0206 0.0385
Si -0.0251 -0.0126 0.0711
Si 0.0173 -0.014 0.0207
Si -0.0855 -0.0171 -0.0093
Si -0.0274 0.0337 -0.0262
Si 0.0319 -0.0153 0.0554
Si -0.0461 0.0921 0.5317
Si 0.3462 0.1345 0.3511
Si -0.035 -0.0541 0.0909
Si 0.0596 -0.0195 0.0822
Si 0.0302 -0.0096 0.0345
Si 0.0066 0.0188 -0.0377
Si -0.0374 0.0007 -0.0157
Si 0.0182 -0.0089 -0.0303
Si -0.0783 -0.0016 -0.0068
Si 0.0061 -0.0195 -0.0107
Si -0.0051 -0.0067 0.0172
Si 0.0354 0.0175 0.0205
Si -0.0169 0.0058 -0.0018
Si 0.0084 0.0056 0.0062
Si 0.0219 0.0097 -0.0081
Si -0.0064 0.014 0.0512
Si 0.0275 -0.0122 -0.0167
Si -0.0305 0.0233 -0.0653
Si 0.029 0.0034 0.0107
Si -0.0289 -0.0109 0.0157
Si -0.028 0.0077 -0.0226
Si -0.0242 -0.0117 -0.0268
Si -0.0121 0.0001 -0.039
Si -0.0241 0.0016 0.067
Si 0.0481 -0.0494 0.0768
Si 0.0029 0.009 -0.0155
Si -0.0308 0.0271 -0.0058
Si 0.0139 -0.0049 0.0123
Si 0.0419 -0.0271 -0.018
Si -0.0093 0.058 -0.0512
Si -0.0336 0.0095 0.0132
Si 0.0046 -0.0063 -0.0128
Si -0.014 -0.0017 0.0292
Si -0.0192 0.0088 0.0164
Si 0.0297 0.052 0.0196
Si -0.0241 0.013 -0.0334
Si -0.0203 0.0001 -0.0115
Si -0.0003 0.0012 0.0247
Si 0.0196 -0.0372 0.0445
Si -0.0012 0.0601 0.0233
Si 0.0183 -0.0187 -0.0276
Si 0.0019 0.0178 0.0411
Si 0.0282 -0.0045 0.0502
Si -0.0058 -0.0655 0.0817
Si -0.044 0.0026 0.0103
Si -0.0241 -0.052 0.0545
Si -0.0061 -0.0118 0.0576
Si 0.0471 0.0708 0.1005
Si 0.0262 0.0629 0.0064
Si 0.0062 0.0608 0.0348
Si -0.0035 -0.0525 0.034
Si 0.0055 -0.0724 0.0513
Si 0.0495 -0.0136 0.0115
Si -0.0219 0.0008 -0.039
Si -0.0232 0.0045 0.0057
Si -0.0273 -0.077 -0.046
Si -0.0019 0.0231 0.0494
Si 0.03 0.0384 -0.0309
Si 0.0117 0.0266 -0.0093
Si -0.011 0.0054 -0.0037
Si -0.012 -0.0437 -0.0402
Si -0.0267 -0.0261 -0.0152
Si -0.0223 0.0496 0.058
Si -0.0286 0.0601 -0.0107
Si -0.013 0.0319 0.0289
Si 0.0476 0.0199 -0.0349
Si 0.0643 0.0121 0.0033
Si 0.014 -0.1117 -0.0261
Si -0.0045 0.0271 0.0055
Si 0.1388 0.0492 -0.4385
Si 0.0761 0.0617 -0.4924
Si 0.1476 -0.0293 -0.5684
Si 0.1418 -0.0307 -0.6523
Si -0.0256 -0.025 -0.1233
Si -0.1499 0.0499 -0.4914
Si -0.0997 0.033 -0.0939
Si 0.3234 0.0636 -0.4806
Si 0.1295 0.0064 -0.4925
Si 0.2036 0.0061 -0.5188
Si 0.0259 -0.1057 -0.0227
Si -0.0443 0.0439 -0.1728
Si 0.0444 0.0127 -0.121
Si 0.007 0.0514 -0.0926
Si -0.0935 0.0107 -0.5755
Si -0.2805 0.0357 -0.2643
Si 0.0262 -0.0264 -0.2022
Si -0.0825 0.1772 0.0629
Si 0.0218 -0.0508 -0.1208
Si 0.1314 0.0506 -0.2366
Si -0.2004 0.0146 -0.448
Si -0.0423 -0.0535 -0.1911
Si 0.1743 -0.2448 -0.5284
Si -0.2 0.0081 0.0475
Si 0.134 -0.0676 -0.1835
Si 0.0324 0.0033 -0.2231
Si -0.0928 -0.1906 -0.508
Si -0.2538 0.0404 -0.4837
Si -0.1226 -0.0598 -0.4356
Si -0.2751 0.0515 -0.42
Si -0.0408 -0.0085 -0.1378
Si 0.1796 -0.0131 -0.3145
Si -0.0229 -0.0535 0.0471
Si -0.0023 -0.0656 -0.0037
Si -0.0144 -0.0068 -0.0468
Si 0.0398 0.0232 -0.0956
Si -0.0834 0.0617 -0.0837
Si 0.0585 -0.0987 0.0025
Si 0.1458 -0.0124 -0.2371
Si 0.0372 -0.0161 -0.0885
Si 0.045 0.0115 -0.0219
Si 0.1302 -0.2418 -0.1281
Si -0.0161 0.0208 0.2457
Si -0.0317 0.0051 -0.0721
Si 0.0678 -0.0487 0.0023
Si -0.0044 0.0232 -0.0984
Si -0.0293 -0.019 0.0861
Si -0.0882 -0.0164 0.0762
Si 0.0249 -0.0357 0.125
Si 0.0126 -0.0227 0.146
Si -0.0163 0.069 -0.0059
Si -0.0249 0.0116 -0.0291
Si 0.0498 -0.0164 0.1982
Si 0.0375 0.0326 -0.0248
Si 0.0531 -0.0261 0.0039
Si 0.0303 0.0235 0.1208
Si 0.0313 0.0642 0.0827
Si -0.0617 -0.0412 -0.0555
Si 0.063 -0.039 -0.0344
Si 0.0013 0.0838 0.0291
Si 0.0555 -0.0295 0.1278
Si 0.0013 -0.0097 0.005
Si -0.0389 0.0492 -0.048
Si -0.0209 0.0529 -0.1196
Si 0.0184 0.0108 0.1925
Si 0.0187 0.0071 0.1515
Si -0.0014 0.1067 0.0027
Si 0.0048 0.0124 -0.0849
Si 0.0937 -0.0453 0.1317
Si 0.1084 -0.0386 0.2557
Si 0.0317 -0.0255 -0.0451
Si -0.0679 0.0696 -0.071
Si 0.0694 0.0141 0.1289
Si 0.0078 -0.0024 0.1289
Si 0.0139 -0.0634 -0.0113
Si 0.0299 -0.0368 -0.0663
Si -0.0106 0.0212 0.0934
Si 0.0068 -0.0043 0.1355
Si 0.0404 0.0252 0.0239
Si -0.0072 -0.0613 0.0503
O -0.0658 0.2202 -0.1126
O 0.0798 -0.2578 -0.0271
O 0.0753 -0.189 0.1476
O 0.2436 0.1161 0.2639
O 0.3116 0.1526 0.0945
O 0.0152 -0.2334 0.1143
O 0.0753 0.0152 0.2621
O -0.0671 0.1196 -0.1949
O 0.0835 -0.2203 0.1406
O 0.0368 0.0927 0.1842
O -0.2853 0.0941 0.0597
O -0.3198 -0.072 0.0955
O 0.0743 -0.0932 0.2505
O -0.0718 0.1673 0.1718
O -0.0432 -0.3226 0.3253
O 0.1181 0.2855 -0.1948
O -0.0258 -0.1482 -0.0933
O 0.1404 -0.1182 -0.2388
O -0.0149 -0.008 0.2202
O -0.099 0.0289 0.2371
O 0.2896 0.2229 -0.1546
O -0.3395 -0.1906 -0.1182
O -0.0619 0.0105 -0.2198
O 0.1055 0.236 -0.0933
O -0.3451 0.1925 -0.0306
O 0.1498 -0.256 -0.325
O -0.0834 -0.2731 -0.067
O 0.0207 0.0251 -0.2714
O 0.0376 -0.1384 -0.3083
O 0.274 -0.0389 -0.1155
O 0.1391 -0.1499 -0.1173
O 0.3016 0.1082 -0.1788
O -0.1425 0.2338 0.1923
O -0.092 -0.1275 -0.1323
O -0.0474 0.0191 -0.0703
O 0.1718 -0.1896 0.1806
O 0.2033 -0.2294 0.0033
O -0.1766 -0.2081 -0.0278
O 0.0808 0.3691 -0.0989
O -0.0423 -0.004 -0.2756
O -0.0251 0.0708 -0.2173
O 0.2097 0.0897 -0.074
O 0.1168 0.055 -0.2041
O 0.0123 -0.2574 -0.1177
O 0.1641 0.1395 -0.1089
O 0.1518 -0.1392 -0.3213
O 0.1835 -0.0419 -0.1708
O 0.0172 -0.0465 -0.2779
O 0.1683 0.1002 0.4126
O 0.2024 0.1494 0.0685
O 0.333 0.2449 0.1178
O 0.1906 -0.1728 0.0021
O -0.2995 0.1155 0.0165
O 0.1843 -0.0257 0.2294
O -0.2789 -0.0295 -0.0028
O 0.148 0.1808 -0.3056
O -0.2104 0.2455 0.3185
O 0.1933 0.1706 0.3012
O 0.0016 0.2023 0.3668
O 0.0342 0.0218 0.1254
O 0.3336 0.237 -0.0125
O -0.1357 0.0468 -0.181
O 0.0563 -0.0283 0.2189
O -0.2549 0.0909 -0.2904
O -0.147 0.1259 0.2355
O -0.2606 0.0973 -0.2438
O -0.267 0.0593 0.3218
O -0.2526 0.2779 0.2588
O 0.0058 0.0192 0.1302
O 0.2006 -0.2805 0.0264
O -0.1415 -0.0365 0.0504
O 0.3525 -0.0545 0.216
O 0.0287 0.5266 0.1484
O -0.0091 0.2155 0.1689
O 0.16 0.3465 0.171
O 0.2873 -0.1833 -0.1698
O 0.1471 -0.1274 -0.0995
O 0.1512 0.0287 0.2794
O -0.2004 0.013 0.2603
O -0.2441 0.122 0.1676
O -0.2475 0.1402 0.1051
O 0.2681 0.4341 0.1914
O 0.0099 -0.1506 0.2114
O -0.2223 -0.0647 -0.031
O -0.1534 0.1357 -0.1186
O -0.0086 -0.2479 -0.0599
O 0.0529 -0.0133 -0.1376
O 0.2264 -0.1715 0.1947
O -0.1522 0.2173 0.1833
O -0.2232 0.2216 -0.1325
O 0.0734 -0.2291 -0.3962
O -0.0481 -0.4931 -0.01
O -0.1998 0.2321 0.036
O 0.1433 0.0669 -0.0955
O -0.0416 -0.0219 0.0124
O -0.2149 -0.0965 0.1453
O -0.4692 -0.0205 0.0774
O -0.3527 -0.109 0.0576
O -0.2408 0.078 -0.1664
O -0.2859 -0.1226 0.0329
O -0.08 0.2402 -0.1701
O -0.2222 0.1608 -0.3318
O -0.104 -0.069 0.0607
O 0.1292 -0.3692 -0.0818
O -0.1506 0.0186 -0.0633
O 0.2069 -0.2729 0.1459
O 0.1867 -0.2748 -0.1191
O -0.0576 0.1649 0.1629
O -0.0098 0.0007 -0.2755
O -0.0761 -0.1576 -0.0815
O 0.1759 0.1332 -0.3597
O -0.0809 0.0852 0.24
O -0.3421 -0.0387 -0.2237
O -0.2142 -0.2433 0.1379
O 0.0494 -0.2206 -0.1754
O -0.047 0.0313 -0.2242
O 0.0491 -0.0493 -0.1005
O -0.2064 0.2942 0.1323
O -0.324 -0.0029 0.1102
O 0.3583 0.0958 0.0179
O -0.2235 0.1227 0.1614
O 0.1513 -0.2955 -0.0573
O 0.3441 -0.2072 0.2773
O 0.1342 -0.324 -0.3564
O 0.0985 0.4872 -0.095
O 0.0723 -0.2386 0.1547
O -0.0296 -0.304 -0.26
O -0.2818 0.1625 -0.2274
O 0.0524 0.2075 0.1928
O -0.4062 0.0585 0.0686
O 0.1493 0.2677 -0.2803
O -0.1128 0.1277 -0.1956
O 0.386 -0.0829 -0.1499
O 0.1238 -0.1254 -0.105
O -0.0201 -0.253 0.0871
O -0.2821 0.1455 -0.2486
O 0.2004 -0.2507 0.0319
O -0.43 -0.0985 0.01
O -0.088 -0.1942 -0.0252
O 0.2765 0.1446 0.1494
O -0.1506 -0.2487 0.1083
O -0.0273 -0.2556 -0.1906
O 0.0391 -0.2213 0.4144
O 0.0732 0.2537 0.0495
O -0.2972 0.0849 -0.1187
O 0.3758 0.085 -0.0312

The program warned: the cutoff lies below the one the program advises for these potential files; the forces do not sum to zero within the program's tolerance.
